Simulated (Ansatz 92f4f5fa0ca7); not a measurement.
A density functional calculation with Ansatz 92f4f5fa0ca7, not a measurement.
Periodic cell of 140 atoms, Si84O56, from a study of silicon, its oxide and their interface. The atomic structure is a simulated model.

Settings
functional: r2SCAN
potential files: Ansatz norm-conserving
basis: plane waves
wave-function cutoff: 1300 eV
density cutoff ratio: 4
exchange-correlation grid ratio: 1
k mesh: 2 x 2 x 1, shifted by 0.5 0.5 0.5 of a step
self-consistency stop: 5e-08 eV per atom in the density residual
occupations: Fermi-Dirac, 0.05 eV
spin: none
net charge: 0

Cell vectors (angstrom)
a 10.88 0 0
b 0 10.88 0
c 0 0 19.9545

Atoms: element, x, y, z (angstrom)
Si 0.376 -0.1589 0.1832
Si 2.4794 3.3195 -0.0212
Si 0.0593 5.3397 0.3439
Si 2.3337 8.2926 0.2821
Si 5.223 -0.047 0.4505
Si 7.5599 2.9306 -0.2627
Si 5.6143 5.436 -0.0298
Si 8.7498 7.5779 -0.0008
Si 1.5282 1.4647 1.4081
Si 4.0364 4.3031 1.4218
Si 1.2638 6.7841 1.7055
Si 4.0243 9.3157 1.6556
Si 6.6855 1.4624 1.4302
Si 9.4034 3.8663 1.2933
Si 6.9671 6.7334 1.3925
Si 9.578 9.4806 1.3324
Si -0.0471 2.6278 2.7446
Si 2.7706 0.0266 2.8763
Si -0.0824 8.1971 2.9146
Si 2.7286 5.486 2.9237
Si 5.3796 2.8146 2.8125
Si 8.1565 0.0156 2.6619
Si 5.5529 8.0619 2.8384
Si 8.1819 5.2986 2.783
Si 1.3031 4.0246 4.1411
Si 4.1191 1.3999 4.2301
Si 1.3352 9.5805 4.2138
Si 4.1715 6.767 4.2349
Si 6.7898 4.0569 4.2315
Si 9.5066 1.2786 4.1491
Si 6.8479 9.5636 4.1107
Si 9.4935 6.6905 4.1823
Si -0.0276 -0.0023 5.605
Si 2.6734 2.7065 5.5456
Si -0.07 5.2981 5.5608
Si 2.7488 8.1646 5.455
Si 5.5701 0.0832 5.5668
Si 8.1727 2.6569 5.567
Si 5.4499 5.3973 5.6204
Si 8.1521 8.1392 5.4527
Si 1.3152 1.3949 6.9496
Si 4.044 4.029 6.928
Si 1.3592 6.7294 6.7526
Si 4.1438 9.5407 6.8191
Si 6.8957 1.4109 7.1361
Si 9.4816 3.9264 7.06
Si 6.8412 6.8079 6.8535
Si 9.5048 9.4189 6.8681
Si 0.0462 2.5741 8.5652
Si 2.7198 -0.0348 8.1274
Si 0.0364 8.0279 8.1263
Si 2.6733 5.4473 8.1729
Si 5.3856 2.8611 8.4593
Si 8.3364 -0.1477 8.3954
Si 5.4455 8.1323 8.1633
Si 8.0771 5.4643 8.2856
Si 1.1974 4.3935 9.6697
Si 4.2785 1.0204 9.5699
Si 1.6146 9.2217 9.3057
Si 3.9379 6.9367 9.4136
Si 6.2884 4.7426 9.7097
Si 10.1739 0.5146 9.7698
Si 6.4833 9.7359 9.6034
Si 9.758 6.5276 9.5521
Si -1.4468 -0.1533 12.6176
Si 0.2245 -5.1948 14.0954
Si 1.7224 3.5675 12.5884
Si 9.5966 -3.2315 12.4302
Si 6.8848 3.742 12.454
Si 13.8185 9.5199 13.8995
Si 5.0881 -0.3021 12.1718
Si 1.1066 0.9093 13.462
Si 6.9629 4.6207 15.1672
Si 8.5616 6.8613 15.0292
Si 1.9699 0.3494 16.0128
Si 5.5843 -0.8334 17.708
Si 7.0754 1.0246 13.8817
Si 8.1877 -1.9724 17.2113
Si 8.081 2.1896 16.6241
Si 10.2651 0.3523 17.3212
Si 3.7671 1.3689 18.2156
Si 4.0055 -3.5603 17.9054
Si 2.921 6.659 14.9772
Si 4.4006 4.3939 13.8048
O 1.3719 -1.3928 -0.3509
O -0.0813 0.7221 -1.1539
O 3.4802 2.9337 -1.3386
O 3.8918 0.6505 -0.2864
O 1.2476 4.41 -0.4742
O -0.9338 6.4648 -0.4603
O 2.7438 7.3919 -1.0362
O 4.4792 8.8585 -2.258
O 6.1737 -0.7236 -0.7338
O 7.6801 2.1181 -1.7415
O 2.7603 -2.7623 -9.9175
O 6.5643 4.2072 -0.6164
O 5.0902 6.3089 -1.3531
O 8.0345 7.9737 -1.4358
O 2.4904 8.0291 14.2577
O -2.4871 -3.49 13.5
O 5.4592 0.007 9.0269
O 4.2256 0.7204 11.2221
O 9.1431 7.1801 10.9502
O 4.0051 5.9606 13.9777
O 4.9954 0.6717 17.3531
O 9.7976 5.7819 15.0663
O 5.1179 5.8803 10.178
O 7.2682 4.1725 10.9521
O 8.0464 -0.1877 13.4433
O 3.0015 3.616 13.6074
O 6.2405 9.8387 11.2681
O 10.8592 5.4257 10.097
O 12.8907 4.175 11.1183
O -0.4653 0.6474 13.624
O 9.381 0.6731 11.2154
O 0.5403 -0.3403 16.3814
O 3.0927 -0.6481 15.3743
O 1.7998 10.3626 13.1055
O 16.2812 4.0905 15.1015
O 2.4486 -9.8592 17.3713
O 5.2737 3.9923 12.5038
O 5.5841 0.5476 13.4859
O 7.1886 6.1752 15.6172
O 15.0909 9.4213 12.9131
O 7.5433 4.6449 13.636
O 11.3118 -6.6172 13.3275
O 1.6746 1.4816 14.8779
O -0.9498 9.22 12.3769
O 0.0452 6.8574 12.9728
O 8.892 8.1088 15.9934
O 18.2615 2.2579 12.8573
O 1.3729 2.0081 12.3201
O -1.2544 1.6612 16.5688
O 3.5502 -4.1269 16.4553
O 0.5563 -0.5535 10.099
O 7.8694 3.7378 16.1751
O 7.2273 1.3689 15.4699
O 6.7706 -1.3352 16.7228
O 9.1348 -0.7441 17.5885
O 12.4015 5.8476 15.0603

Results
free energy: -35883.937 eV
free energy less fixed offsets of O -463.61, Si -117.95 eV per atom: -13.977 eV
pressure: -1.66 GPa
stress xx, yy, zz, yz, xz, xy (GPa, positive in tension): 1.33, 1.13, 2.53, -0.25, 0.27, -2.51

Forces (eV/angstrom), in the order of the atoms: element, x, y, z
Si 0.2705 -0.0321 -0.6149
Si -0.3295 0.3444 -0.0466
Si 0.1108 0.075 -0.6
Si -0.1417 -0.0462 -0.6373
Si -0.016 -0.1076 -0.2854
Si -0.0373 -0.2143 -0.4064
Si 0.0068 0.1489 -0.2729
Si 0.0785 0.0686 -0.5022
Si -0.0827 0.122 -0.3033
Si 0.282 -0.0356 -0.2537
Si 0.1745 0.1606 -0.2511
Si -0.2725 -0.0062 -0.266
Si 0.0032 -0.0399 -0.1804
Si -0.2222 -0.0038 -0.2898
Si 0.0808 0.0261 -0.1863
Si -0.0288 -0.1936 -0.3599
Si 0.1476 -0.1392 -0.106
Si -0.0663 0.1094 0.032
Si -0.0417 0.1325 0.285
Si 0.0887 0.0695 0.2332
Si -0.2564 0.178 -0.0436
Si 0.0392 -0.1269 -0.1436
Si 0.1207 -0.1989 -0.0194
Si -0.1164 -0.0911 -0.0094
Si -0.0437 -0.019 -0.0513
Si 0.0807 -0.1186 -0.0229
Si 0.0167 -0.091 -0.1345
Si -0.0681 -0.0759 -0.0731
Si 0.1051 0.0158 -0.0585
Si 0.0397 0.0901 0.0633
Si -0.0796 0.1554 0.0607
Si -0.1191 0.1298 -0.0435
Si -0.0996 0.0247 -0.1064
Si -0.0035 -0.0459 -0.0601
Si 0.1904 0.1288 0.2317
Si 0.1315 0.1871 0.3544
Si -0.1223 -0.1448 0.2714
Si -0.1218 -0.1238 0.136
Si 0.0166 -0.0825 -0.0863
Si 0.0016 -0.1238 -0.0475
Si -0.0509 -0.0344 0.0083
Si 0.013 0.0415 0.0248
Si 0.0321 -0.0516 -0.3513
Si 0.0438 0.1336 -0.5408
Si 0.0387 -0.1006 -0.2086
Si 0.0665 0.062 0.1336
Si -0.0127 0.1155 0.0063
Si 0.0577 -0.0623 -0.0156
Si 0.0407 -0.084 0.236
Si 0.3345 0.0964 0.0846
Si -0.1919 -0.3208 0.1892
Si -0.2456 -0.0871 0.2146
Si -0.0955 0.0941 0.4238
Si -0.0658 -0.156 0.2317
Si 0.1352 0.2489 0.3633
Si 0.0208 0.0483 0.155
Si -0.0685 0.0818 0.6755
Si 0.2 -0.3289 0.115
Si 0.1071 -0.0463 0.7605
Si -0.0961 0.1079 0.2175
Si 0.0756 -0.0057 0.0935
Si 0.056 0.0476 0.3527
Si -0.1535 0.316 0.0046
Si 0.0004 0.0477 0.6309
Si 0.0004 0.0899 0.4385
Si 0.0203 -0.0832 0.4004
Si -0.2481 -0.1727 0.5423
Si 0.0669 -0.0374 0.3761
Si 0.1462 0.1374 0.3158
Si -0.2062 -0.2211 0.1315
Si -0.0824 -0.1005 0.6083
Si -0.021 0.0491 0.1323
Si 0.0291 0.2556 0.3947
Si -0.0948 -0.0659 0.2074
Si -0.0499 -0.0389 -0.182
Si 0.1179 -0.258 -0.3593
Si -0.0201 -0.0689 0.1686
Si 0.3917 -0.0899 -0.4245
Si 0.0593 0.3526 -0.4237
Si 0.0679 -0.2174 -0.5121
Si -0.2089 -0.1045 -0.1585
Si -0.1656 -0.1966 -0.11
Si -0.2558 -0.0389 -0.1994
Si -0.0896 0.2603 0.2812
O 0.0017 0.1739 0.6041
O 0.1232 -0.2505 0.4513
O -0.31 -0.1274 0.2553
O 0.4491 -0.0682 -0.1425
O 0.0972 -0.2562 0.6042
O -0.1984 0.0927 0.5923
O 0.1624 0.2031 0.2563
O 0.1531 0.1178 0.0763
O -0.3636 0.1743 0.186
O -0.0277 0.3697 0.7005
O 0.1504 -0.0914 -0.5707
O 0.1736 -0.2356 0.2963
O -0.0125 -0.1312 0.3476
O 0.1605 -0.0847 0.3068
O 0.2095 0.1268 0.0561
O 0.3047 -0.0085 -0.0461
O 0.1876 0.1992 0.6389
O 0.1212 0.0571 -0.6715
O 0.2057 -0.1245 -0.507
O -0.0876 -0.2301 0.073
O -0.1509 -0.0137 0.2582
O -0.0889 0.1581 -0.3294
O -0.0054 -0.0843 -0.39
O -0.4844 0.2252 -0.1543
O 0.0439 0.2015 -0.1657
O -0.0692 0.0869 -0.2705
O 0.0789 -0.0137 -0.659
O 0.011 -0.083 -0.4947
O -0.2093 0.0708 -0.5989
O -0.0035 -0.1215 -0.3404
O 0.3235 -0.1664 -0.1598
O -0.065 0.4011 0.3376
O -0.2183 0.1544 -0.1494
O 0.1474 0.176 0.1462
O 0.1233 0.0872 -0.356
O 0.2764 -0.0764 0.234
O 0.1387 -0.1211 0.1494
O 0.0667 -0.1139 -0.3775
O 0.275 -0.2435 -0.3571
O 0.0133 0.3651 -0.2308
O -0.2538 -0.2527 -0.1595
O 0.3595 0.094 -0.2659
O -0.0242 -0.5021 -0.0967
O -0.088 0.0315 -0.1122
O -0.3145 0.0058 -0.1441
O -0.2968 0.0727 0.1756
O -0.1881 -0.0093 0.0009
O 0.0415 0.0376 0.0355
O -0.1407 -0.2604 0.3172
O 0.1626 0.1875 0.3043
O -0.2836 0.1092 -0.2485
O -0.141 -0.2566 -0.0878
O 0.1612 0.0738 0.0054
O -0.1107 0.042 0.3434
O -0.0909 0.0348 -0.0012
O 0.0983 0.0777 -0.2982
